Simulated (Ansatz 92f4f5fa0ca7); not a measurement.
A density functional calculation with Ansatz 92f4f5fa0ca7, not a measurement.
Periodic cell of 226 atoms, Si134O92, from a study of silicon, its oxide and their interface. The atomic structure is a simulated model.
Doubt: the cutoff is far below the 930 eV that the study's wrapper takes by default for these files, so forces and energies are approximate.
This geometry differs little from another in the collection (a relaxation step or a small displacement).

Settings
functional: PBE
potential files: Ansatz PAW
basis: plane waves
wave-function cutoff: 580 eV
density cutoff ratio: 5
exchange-correlation grid ratio: 1
k mesh: 1 x 1 x 1, Gamma-centred
self-consistency stop: 5e-08 eV per atom in the density residual
occupations: fixed
spin: none
net charge: 0

Cell vectors (angstrom)
a	10.938	0	0
b	0	10.938	0
c	0	0	32.4357

Atoms and the computed forces on them: element, x, y, z (angstrom), force x, y, z (eV/angstrom)
Si	0.4522	-0.5456	24.989	-0.0514	0.1053	-0.2313
Si	5.4577	-0.2346	24.7205	0.0824	-0.2226	0.0206
Si	2.4708	3.107	25.1582	-0.0863	0.0004	-0.2378
Si	7.5925	2.7242	24.4584	0.4913	0.028	-0.1631
Si	0.2249	5.2247	24.9343	0.0476	0.0786	-0.2922
Si	5.5489	5.2224	24.8299	0.5294	-0.4659	0.1055
Si	2.7349	8.1137	24.81	-0.2172	0.1815	-0.1003
Si	7.7543	8.5585	25.0396	-0.1532	-0.0364	-0.241
Si	1.3787	1.297	26.274	0.0503	-0.0702	-0.1616
Si	6.6624	1.3133	26.1021	-0.0976	-0.0753	-0.0916
Si	4.0935	4.2348	26.3951	-0.2633	-0.2664	0.1556
Si	9.6758	4.1239	26.326	-0.0696	-0.1616	-0.1563
Si	1.3932	6.8198	26.2454	-0.1828	-0.0711	-0.1981
Si	6.7073	6.8061	26.2448	0.1425	0.1015	0.1165
Si	4.1015	9.4682	26.2222	-0.0866	0.0804	-0.3031
Si	9.543	9.5617	26.2714	0.0592	-0.0638	-0.0443
Si	2.773	-0.0299	27.6244	0.0991	0.0161	0.0704
Si	8.1857	0.0611	27.5782	-0.0584	0.1056	-0.0221
Si	0.0176	2.683	27.6705	0.0094	-0.1025	0.0761
Si	5.4428	2.7164	27.6129	0.0278	0.1284	0.0645
Si	2.7027	5.5319	27.713	0.1064	0.0785	0.0105
Si	8.1969	5.4827	27.6128	-0.1101	0.0532	-0.0407
Si	-0.0285	8.179	27.6241	0.0364	-0.014	0.0824
Si	5.4396	8.1838	27.6691	0.0527	-0.1068	-0.0116
Si	4.1018	1.3673	29.0175	0.1002	-0.2007	-0.0962
Si	9.5708	1.3673	29.0175	-0.3083	0.0457	0.0636
Si	1.3673	4.1018	29.0175	0.0243	-0.1617	0.0957
Si	6.8362	4.1018	29.0175	-0.0042	-0.1682	-0.3906
Si	4.1018	6.8362	29.0175	-0.2378	0.3462	0.6099
Si	9.5708	6.8362	29.0175	0.0086	-0.1777	-0.0663
Si	1.3673	9.5708	29.0175	-0.0543	-0.1054	-0.3306
Si	6.8362	9.5708	29.0175	0.1279	0.1367	-0.4316
Si	0	0	30.3847	-0.0765	-0.0819	-0.0647
Si	5.469	0	30.3847	-0.0185	0.0832	-0.0165
Si	2.7345	2.7345	30.3847	0.0016	0.001	-0.0101
Si	8.2035	2.7345	30.3847	0.0486	0.0324	-0.0124
Si	0	5.469	30.3847	-0.1276	-0.0636	-0.0014
Si	5.469	5.469	30.3847	-0.0267	-0.0402	-0.0501
Si	2.7345	8.2035	30.3847	0.0554	-0.0364	0.0438
Si	8.2035	8.2035	30.3847	0.0628	0.0327	-0.0386
Si	1.3673	1.3673	31.752	-0.0205	0.0382	-0.0053
Si	6.8362	1.3673	31.752	0.0335	-0.015	-0.0292
Si	4.1018	4.1018	31.752	0.0184	0.0001	-0.0112
Si	9.5708	4.1018	31.752	0.0028	-0.0424	-0.0179
Si	1.3673	6.8362	31.752	0.0407	0.0609	-0.0316
Si	6.8362	6.8362	31.752	-0.0367	-0.0112	-0.0208
Si	4.1018	9.5708	31.752	-0.0389	0.0006	-0.025
Si	9.5708	9.5708	31.752	0.0297	0.012	0.0038
Si	2.7345	0	0.6835	0.0457	0.0085	0.0116
Si	8.2035	0	0.6835	-0.0152	0.0257	0.0314
Si	0	2.7345	0.6835	-0.0643	0.049	-0.0014
Si	5.469	2.7345	0.6835	-0.0033	-0.0457	0.0152
Si	2.7345	5.469	0.6835	-0.0112	-0.0516	0.0226
Si	8.2035	5.469	0.6835	0.0351	0.0135	0.0174
Si	0	8.2035	0.6835	-0.0258	-0.068	0.0189
Si	5.469	8.2035	0.6835	-0.0458	0.0692	-0.0109
Si	4.1018	1.3673	2.0507	-0.0248	0.0456	0.0517
Si	9.5708	1.3673	2.0507	0.1073	0.0454	-0.0422
Si	1.3673	4.1018	2.0507	0.0133	-0.0843	-0.0225
Si	6.8362	4.1018	2.0507	0.0182	0.0203	0.0619
Si	4.1018	6.8362	2.0507	0.0803	0.0162	-0.0202
Si	9.5708	6.8362	2.0507	-0.0181	0.0777	0.051
Si	1.3673	9.5708	2.0507	-0.0065	0.0313	0.0536
Si	6.8362	9.5708	2.0507	-0.0477	-0.0937	-0.0343
Si	0	0	3.418	-0.0067	0.3117	-0.1982
Si	5.469	0	3.418	-0.0234	-0.2794	-0.0378
Si	2.7345	2.7345	3.418	-0.1864	0.1413	-0.2708
Si	8.2035	2.7345	3.418	0.4125	0.2365	0.0498
Si	0	5.469	3.418	0.1559	0.0529	0.3405
Si	5.469	5.469	3.418	0.0365	0.3172	0.1384
Si	2.7345	8.2035	3.418	-0.1105	-0.3126	0.376
Si	8.2035	8.2035	3.418	-0.0977	-0.0238	-0.1813
Si	1.3761	1.3779	4.7816	-0.0255	0.0332	-0.0116
Si	6.8457	1.3758	4.7292	0.012	-0.1107	-0.0503
Si	4.0101	4.184	4.7481	-0.082	0.0308	-0.1152
Si	9.6215	4.1064	4.8437	0.0321	-0.1584	-0.0966
Si	1.3398	6.839	4.8818	0.0604	-0.0185	-0.0698
Si	6.8878	6.8338	4.8272	0.045	-0.0099	0.093
Si	4.1254	9.5183	4.802	0.1521	-0.0691	-0.0021
Si	9.5342	9.6169	4.7318	-0.2029	0.1315	-0.1301
Si	2.745	-0.0349	6.0885	-0.088	0.0566	0.1283
Si	8.2026	0.0558	6.1268	0.1313	0.2277	-0.0513
Si	0.0989	2.7805	6.2473	0.042	0.0076	0.1873
Si	5.4061	2.7515	5.9033	0.0856	0.074	0.1095
Si	2.7137	5.4653	6.3268	0.0764	-0.009	0.1779
Si	8.2329	5.3943	6.2397	-0.0956	0.0548	0.143
Si	-0.0652	8.3344	6.1085	0.0549	-0.1072	0.0747
Si	5.5427	8.2168	6.242	-0.1198	-0.1208	-0.1172
Si	3.9891	1.5334	7.2547	-0.1116	0.1262	0.27
Si	9.8285	1.1913	7.461	0.0968	-0.0971	0.3063
Si	1.7494	3.7483	7.7823	0.1971	0.0024	0.258
Si	6.585	4.1508	7.3229	-0.0846	-0.0762	0.2145
Si	4.4925	6.5074	7.5369	0.1368	0.0023	0.4026
Si	9.4695	7.6519	7.8712	0.0945	-0.351	0.0953
Si	1.0871	9.8914	7.403	0.0288	0.0498	0.4059
Si	6.9873	9.5926	7.5388	0.2351	-0.3772	-0.1927
O	5.5528	5.2889	7.9302	-0.0631	0.0937	-0.3578
O	0.0001	0.0659	7.9945	-0.0309	0.016	-0.475
O	2.9114	2.5822	7.9277	-0.0436	0.0651	-0.2624
O	9.0361	6.0937	7.5548	-0.2063	-0.0292	-0.4343
O	1.605	9.3029	24.353	-0.2032	0.0887	0.4445
O	9.0179	3.1709	25.1238	-0.0484	0.1622	0.2739
O	6.6871	9.6353	24.2688	0.1516	-0.1419	0.5348
O	1.3585	4.1155	24.383	0.1138	-0.1134	0.5285
O	8.154	8.5738	8.1753	-0.1296	0.0561	-0.0037
O	1.492	4.0836	9.4145	-0.1221	-0.0035	-0.6065
O	1.5948	9.1379	8.7963	0.0564	0.2217	-0.3343
O	7.0943	3.2705	8.6042	-0.0267	0.0185	0.0226
O	10.3049	7.6625	9.2821	-0.0701	0.0443	-0.0711
O	4.8483	0.9252	8.5015	0.0995	-0.1464	-0.0257
O	4.1561	7.0531	9.0597	0.0337	-0.0202	-0.3803
O	9.2932	1.8353	8.8871	-0.0306	-0.0618	-0.1843
O	4.6405	0.324	23.3349	0.0757	0.0002	0.2345
O	8.0386	2.1017	22.9977	-0.2302	0.0769	0.2658
O	10.2937	5.7059	23.5886	0.0883	-0.0979	0.1705
O	6.6014	4.0206	24.2467	-0.2242	0.3758	0.1128
O	8.455	7.6453	23.8937	0.0577	-0.148	-0.1845
O	3.5461	2.5787	24.0288	0.0905	0.1101	-0.0393
O	3.4323	7.2494	23.5034	-0.1203	0.2029	0.331
O	10.6567	0.0994	23.657	0.044	-0.1354	0.096
Si	8.0804	11.4685	15.3279	-0.0894	-0.0908	0.0477
Si	6.7615	9.1381	13.7733	0.1222	-0.0667	0.0623
Si	11.5894	7.7227	16.706	-0.0036	0.0694	0.0064
Si	5.0303	5.4551	16.0382	-0.0312	0.0081	0.0662
Si	11.4887	3.065	13.2156	-0.0195	-0.0694	-0.0942
Si	0.5062	3.4526	16.4374	0.0271	-0.0641	-0.1095
Si	13.7692	7.2027	14.5116	-0.0887	0.0562	-0.0234
Si	4.2085	3.7241	20.8448	0.3002	-0.0282	-0.2932
Si	-2.4751	3.7801	12.4082	0.1046	0.0834	0.0923
Si	4.108	1.5148	14.9142	-0.0597	-0.0386	-0.0585
Si	8.8289	1.74	21.6184	0.1083	-0.1707	-0.2337
Si	7.9149	2.3087	9.6199	0.0343	0.1761	-0.1456
Si	12.7906	0.9264	16.7979	0.0271	-0.1108	0.0567
Si	13.2175	3.9812	10.8654	0.1272	-0.0184	0.201
Si	2.7428	1.3521	12.2074	-0.1126	0.1664	-0.0237
Si	8.8394	6.6707	13.4264	0.0315	-0.0515	0.0308
Si	14.485	1.4773	22.8393	-0.054	-0.1277	0.1571
Si	0.8099	8.1518	9.8353	0.1125	0.0053	0.1902
Si	11.4373	0.553	22.2976	-0.1739	0.0366	-0.4068
Si	4.5082	9.357	15.3707	-0.0275	0.0729	0.0876
Si	7.0121	3.1162	19.55	0.0379	-0.0675	-0.0006
Si	10.9061	-0.8461	15.166	0.052	-0.1127	-0.0537
Si	9.4973	-5.2588	16.4671	-0.1025	0.0909	-0.0333
Si	11.0309	8.7369	21.0194	-0.1516	0.062	-0.2447
Si	6.9541	5.911	18.1792	0.0661	-0.0927	0.1208
Si	2.8988	4.7755	18.1351	0.0281	0.1154	0.0317
Si	11.5069	8.2191	12.7854	-0.0458	-0.0918	0.0826
Si	6.7271	14.1048	14.7885	-0.0751	0.0386	-0.1048
Si	7.0576	7.1322	21.1373	0.2231	0.173	-0.3303
Si	14.6938	-0.9401	18.2202	0.0818	-0.0059	0.0242
Si	2.2216	7.793	19.145	-0.0689	0.0514	0.0538
Si	14.2542	6.7745	10.42	-0.0495	-0.1277	0.1359
Si	6.7002	11.1798	18.167	0.1073	-0.0169	0.2402
Si	4.4014	-1.3957	11.5659	-0.069	0.0447	0.2285
Si	9.4278	6.8771	22.8584	0.0083	0.1751	0.0291
Si	4.5596	6.1325	22.9196	-0.1366	0.2295	-0.196
Si	5.9747	-0.0324	9.1972	-0.2481	0.2763	-0.0665
Si	8.3267	-1.1704	20.3685	0.0604	0.0404	-0.0802
O	12.9475	0.973	22.692	0.2079	0.0237	0.0034
O	5.3968	13.3273	15.2274	0.0678	0.0637	0.0163
O	14.2663	3.9196	19.4718	-0.0233	-0.0549	0.0348
O	9.8642	3.166	13.0199	-0.1081	-0.0045	0.0018
O	5.7323	6.3998	17.1947	-0.0769	-0.0397	-0.1017
O	5.6382	9.4382	12.6333	-0.0647	0.0649	-0.0339
O	7.0296	0.9712	9.9764	-0.0357	-0.0508	0.1228
O	4.5637	10.9172	15.0066	0.0004	-0.0497	-0.0268
O	8.307	3.1922	10.9131	-0.0592	-0.0823	-0.1012
O	14.4225	8.675	14.3155	0.0061	0.0042	0.0112
O	8.4677	0.1819	21.2593	-0.0539	0.0846	0.1244
O	10.1859	7.2969	12.8092	0.0533	0.0055	-0.0316
O	3.7593	8.0286	11.4077	-0.0107	-0.0434	-0.0604
O	2.9878	1.8208	16.0414	-0.0086	0.0469	0.0072
O	11.8017	3.4124	14.806	0.0301	0.032	0.0969
O	5.7375	6.8976	22.0549	-0.252	-0.1342	0.1709
O	14.3568	5.2053	10.9728	-0.0563	0.0605	-0.082
O	10.4852	1.7583	21.6838	0.0791	-0.052	0.1689
O	9.9299	15.03	16.5622	0.0067	-0.0175	0.0092
O	8.3431	2.8029	20.4636	-0.0143	0.0362	0.0296
O	3.675	1.9148	13.4163	0.0175	-0.0315	0.0048
O	18.4821	-0.3779	14.0561	0.0318	0.0463	-0.0062
O	0.5949	12.8702	17.0866	0.0061	0.0667	0.0053
O	14.8211	2.2393	21.4466	-0.0204	-0.0723	0.129
O	9.1549	-4.8573	14.9198	-0.0039	-0.049	0.032
O	8.3112	6.254	17.3926	0.0992	0.02	-0.0467
O	6.3372	4.6665	15.3797	-0.0052	-0.0604	-0.0118
O	1.2631	4.1255	12.1683	0.0589	0.0842	-0.109
O	7.6992	-0.7608	18.9459	-0.0309	-0.0048	-0.1201
O	11.6309	-0.7135	21.2871	0.0313	0.0631	0.158
O	18.6565	7.8673	13.3972	-0.0629	0.0799	0.0126
O	12.1168	12.5117	12.777	0.0402	-0.0338	0.0393
O	8.4466	16.3583	12.4483	-0.0028	-0.0627	-0.0022
O	3.4152	8.9	19.3915	0.0011	-0.0206	-0.0462
O	7.3497	-2.1991	21.1617	-0.1274	-0.0908	0.0899
O	-4.1584	6.6791	19.5969	-0.0545	0.0094	0.0622
O	1.5277	15.231	17.4053	0.0127	-0.019	0.0039
O	10.539	-2.2026	15.9922	-0.0325	-0.0085	0.0409
O	16.1089	-0.207	18.4771	-0.0946	-0.0067	-0.0368
O	9.6882	0.2114	15.3434	-0.0414	0.0487	0.0105
O	3.9299	9.114	16.858	0.0563	-0.0291	-0.0269
O	12.7311	7.1719	13.2271	0.0649	0.0257	0.0699
O	7.9465	2.1711	15.2834	0.0162	-0.0111	0.0127
O	5.9855	8.7078	15.1569	0.0201	0.0317	0.0251
O	2.9305	2.4527	10.9857	0.0319	-0.0128	0.0324
O	15.0287	6.1574	14.8442	0.0136	-0.0247	0.0237
O	11.6527	8.8565	11.296	-0.0167	-0.0055	-0.1439
O	1.7311	6.8388	10.0526	-0.0529	-0.0269	-0.0645
O	3.9359	4.9634	21.8991	-0.0302	0.2426	0.1998
O	7.1925	11.0329	16.6286	0.0777	-0.0183	-0.1548
O	7.1033	14.2773	13.2141	0.0447	-0.0172	0.0269
O	12.2788	-0.2248	15.771	-0.0289	0.0573	-0.0232
O	10.4911	7.9967	22.3537	0.0459	-0.0329	0.0824
O	10.7693	6.4224	17.1296	-0.0006	-0.0434	0.0162
O	12.1912	7.736	20.4529	0.0205	-0.0097	0.0553
O	7.1279	4.3041	18.4493	-0.0168	-0.0038	-0.0027
O	12.8154	7.1581	15.8118	0.014	-0.0538	-0.0396
O	6.7476	12.7089	18.6892	-0.0348	0.0503	-0.0441
O	11.2957	9.5705	13.6777	-0.013	0.0471	0.016
O	8.4147	6.3408	21.6724	0.0214	-0.0681	0.188
O	3.2647	-0.1889	11.872	0.0861	-0.0917	-0.054
O	4.0284	-17.3187	16.968	-0.0241	-0.0135	0.023
O	2.5657	11.1316	18.0797	-0.0613	0.0588	0.0105
O	9.7387	8.9978	20.0358	0.1082	-0.0401	0.0729
O	5.1523	-1.0139	10.184	0.0984	0.0188	-0.0969
O	5.8095	3.6113	20.5293	-0.1843	0.0854	0.118
O	2.7539	6.3249	18.6876	0.0382	-0.0176	0.0029
O	12.2133	8.4631	17.9954	0.0271	0.0171	-0.038

Results
free energy: -137506.369 eV
free energy less fixed offsets of O -568.88, Si -635.61 eV per atom: 2.331 eV

The program warned: the cutoff lies below the one the program advises for these potential files; the forces do not sum to zero within the program's tolerance; the exchange-correlation potential is rough where the density is thin.
